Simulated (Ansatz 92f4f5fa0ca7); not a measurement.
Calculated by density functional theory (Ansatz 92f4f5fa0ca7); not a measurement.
Periodic cell of 237 atoms, Si142O89As6, from a study of silicon, its oxide and their interface. The atomic structure is a simulated model.
Doubt: the cutoff is far below the 930 eV that the study's wrapper takes by default for these files, so forces and energies are approximate.

Settings
functional: PBE
potential files: Ansatz PAW
basis: plane waves
wave-function cutoff: 580 eV
density cutoff ratio: 5
exchange-correlation grid ratio: 1
k mesh: 1 x 1 x 1, Gamma-centred
self-consistency stop: 5e-08 eV per atom in the density residual
occupations: fixed
spin: none
net charge: 0

Cell vectors (angstrom)
a  11.6015  0  0
b  0  10.938  0
c  0  0  33.0682

Atoms and the computed forces on them: element, x, y, z (angstrom), force x, y, z (eV/angstrom)
Si  0.2196  0.1188  24.2392  0.3929  -0.3004  -0.2473
Si  3.7869  -0.0588  24.4382  -0.1474  -0.4139  -0.2882
As  7.875  -0.27  24.1684  -0.1493  -0.1653  -0.0788
As  2.1065  1.6233  24.2386  -0.1262  0.3804  0.0375
Si  5.8763  1.0731  24.4361  -0.002  0.1692  -0.1418
Si  9.7009  1.3561  24.155  -0.1848  0.2647  -0.3016
Si  0.3563  5.4682  24.4043  0.5113  -0.2087  -0.2195
Si  4.2698  5.6109  24.566  0.2146  -0.1482  -0.1874
Si  7.9299  5.7711  24.2981  0.2105  0.0175  -0.5512
Si  2.2276  6.8115  24.652  -0.1149  0.2006  0.0077
As  6.0136  7.2081  24.3081  -0.1719  0.2169  -0.0087
Si  10.0175  6.8349  24.3614  -0.1745  0.1341  -0.4254
Si  2.0741  2.747  26.345  -0.038  0.1108  -0.1033
Si  5.9513  2.6496  26.234  -0.2037  0.0941  0.1367
Si  9.7289  2.6987  26.1308  0.2211  0.1574  0.2069
Si  0.0949  4.0487  26.2382  0.0437  -0.2356  0.2775
Si  4.0702  4.0867  26.3291  -0.3353  -0.2447  0.1913
Si  7.8177  4.1222  26.0556  0.0581  -0.2575  0.1652
Si  2.0221  8.2265  26.4805  0.1526  0.2248  0.0217
Si  5.9393  8.2806  26.4206  -0.0113  0.0689  -0.0992
Si  9.8762  8.2771  26.2322  -0.0215  0.1285  0.2836
Si  0.1603  9.6983  26.2539  -0.2527  -0.1173  0.0247
Si  3.9276  9.5732  26.3883  0.1518  -0.1614  0.115
Si  7.9086  9.6139  26.33  -0.1117  -0.0844  -0.0181
Si  0.0516  0.0407  28.2409  0.0208  0.0999  -0.0964
Si  3.9584  0.0371  28.277  -0.0246  0.102  -0.1187
Si  7.8231  0.0318  28.257  0.1278  -0.0082  -0.0358
Si  2.0081  1.3639  28.2562  -0.001  0.1081  0.0094
Si  5.8992  1.3956  28.241  -0.0154  -0.1691  -0.0859
Si  9.7243  1.4286  28.1834  0.0289  -0.1277  -0.0301
Si  0.0313  5.4276  28.208  0.0162  0.1498  -0.0661
Si  3.9433  5.4564  28.2531  0.0226  0.1227  -0.0391
Si  7.8094  5.4254  28.1367  0.0279  0.1605  -0.0521
Si  1.9739  6.7868  28.311  -0.0555  -0.1981  -0.0905
Si  5.8821  6.815  28.2617  0.049  0.0249  -0.059
Si  9.7359  6.859  28.1877  -0.0223  -0.1566  -0.1607
Si  1.9336  2.7345  30.169  0.0727  0.0793  0.0399
Si  5.8008  2.7345  30.169  0.1064  0.1753  0.073
Si  9.6679  2.7345  30.169  0.0504  0.1597  -0.1127
Si  0  4.1018  30.169  -0.0499  -0.1204  -0.0303
Si  3.8672  4.1018  30.169  0.0525  -0.0643  0.1563
Si  7.7343  4.1018  30.169  0.1291  -0.0074  -0.3662
Si  1.9336  8.2035  30.169  -0.0019  0.0173  0.283
Si  5.8008  8.2035  30.169  0.1259  -0.0585  0.1037
Si  9.6679  8.2035  30.169  0.0108  -0.0271  -0.1764
Si  0  9.5708  30.169  0.0033  0.0249  -0.1478
Si  3.8672  9.5708  30.169  0.1247  -0.0795  0.0324
Si  7.7343  9.5708  30.169  0.0886  -0.0127  -0.0036
Si  0  0  32.1026  -0.0172  0.0546  0.0424
Si  3.8672  0  32.1026  -0.0064  0.0708  0.088
Si  7.7343  0  32.1026  0.0216  0.0529  0.0415
Si  1.9336  1.3673  32.1026  -0.006  0.0121  -0.0289
Si  5.8008  1.3673  32.1026  0.0009  -0.0578  -0.0252
Si  9.6679  1.3673  32.1026  -0.0055  -0.1356  -0.0525
Si  0  5.469  32.1026  0.0143  0.1347  -0.0366
Si  3.8672  5.469  32.1026  0.0188  -0.0358  -0.0603
Si  7.7343  5.469  32.1026  -0.0212  0.115  -0.1166
Si  1.9336  6.8362  32.1026  0.0019  0.0276  0.0993
Si  5.8008  6.8362  32.1026  -0.0054  0.0598  0.0084
Si  9.6679  6.8362  32.1026  -0.0032  -0.1119  0.0257
Si  1.9336  2.7345  0.9679  -0.0212  -0.036  0.0382
Si  5.8008  2.7345  0.9679  -0.118  -0.0048  0.1454
Si  9.6679  2.7345  0.9679  -0.06  0.0718  0.0429
Si  0  4.1018  0.9679  -0.1301  -0.03  0.1892
Si  3.8672  4.1018  0.9679  -0.0663  -0.0248  -0.3396
Si  7.7343  4.1018  0.9679  0.0151  -0.1069  -0.1781
Si  1.9336  8.2035  0.9679  -0.1017  0.03  -0.0473
Si  5.8008  8.2035  0.9679  -0.024  0.0482  -0.254
Si  9.6679  8.2035  0.9679  -0.028  0.0791  -0.0833
Si  0  9.5708  0.9679  -0.0857  -0.1603  -0.0901
Si  3.8672  9.5708  0.9679  -0.067  -0.1161  0.2349
Si  7.7343  9.5708  0.9679  -0.041  -0.1106  0.1025
Si  -0.0833  -0.016  2.8895  0.0095  0.1483  -0.026
Si  3.7893  -0.0592  2.9631  -0.0562  0.0515  0.0748
Si  7.6746  -0.0058  2.912  -0.0076  -0.0011  0.0605
Si  1.8598  1.3314  2.8748  -0.0711  -0.1527  0.0801
Si  5.7263  1.3227  2.8911  -0.0135  -0.1592  0.2371
Si  9.5986  1.3681  2.9058  0.0596  -0.0873  0.1239
Si  -0.0805  5.4568  2.9377  0.041  0.1347  0.1052
Si  3.8026  5.4917  2.8411  -0.1164  0.1523  0.1714
Si  7.6749  5.4821  2.867  0.0169  0.0405  0.043
Si  1.8489  6.8447  2.8984  -0.065  -0.1187  0.0559
Si  5.7488  6.8329  2.864  0.0233  0.1173  0.0299
Si  9.5957  6.8669  2.9168  0.0299  -0.0605  0.0544
Si  1.7912  2.6809  4.8013  0.0798  0.1963  -0.137
Si  5.6959  2.665  4.8428  -0.1333  0.1394  -0.163
Si  9.5313  2.7096  4.8774  0.1953  0.1327  -0.1274
Si  -0.1218  4.0826  4.9108  -0.044  -0.2341  -0.23
Si  3.7722  4.0049  4.65  -0.1428  -0.2366  0.1515
Si  7.5883  4.0599  4.731  0.2072  -0.0013  0.4189
Si  1.7235  8.157  4.8735  0.046  0.1369  -0.1061
Si  5.7274  8.1998  4.7772  -0.1697  -0.1126  0.154
Si  9.51  8.2155  4.8913  0.1514  0.2937  -0.0392
Si  -0.1463  9.6353  4.8692  -0.0321  -0.2232  -0.1947
Si  3.7203  9.4573  4.9465  0.1289  -0.1848  -0.261
Si  7.5996  9.6857  4.9363  -0.0353  -0.0688  -0.107
Si  -0.1636  0.0614  6.8227  -0.0343  -0.312  -0.0085
Si  3.7048  -0.0464  6.8118  -0.0267  -0.3921  0.3591
As  7.5173  0.0394  7.07  0.0638  -0.1712  0.3333
Si  1.8586  1.3301  6.74  -0.0124  0.5076  0.1916
Si  5.5017  1.4378  6.8846  0.0032  0.2474  0.0861
Si  9.4852  1.4434  6.8978  -0.167  0.3712  0.1226
Si  -0.2374  5.3282  6.9348  -0.0899  -0.3537  0.3939
Si  3.7217  5.4264  6.4597  0.1801  -0.3569  -0.1543
As  7.4735  5.2047  6.8439  0.5582  -0.5179  -0.3672
Si  1.7369  6.6305  6.6829  0.1891  0.3196  0.0742
As  5.6686  6.8072  6.7296  -0.3007  0.7927  -0.0747
Si  9.4141  6.6468  6.6786  -0.3817  0.1461  0.2482
O  3.5485  10.363  8.4123  0.0891  0.1447  -0.2777
O  9.4468  2.4549  8.2572  -0.0476  -0.2266  -0.2486
O  3.7165  4.6036  7.9077  0.0385  -0.0621  0.0849
O  2.2514  2.3272  8.0556  -0.1933  -0.0557  -0.1452
O  9.1896  7.5232  8.0669  0.0307  -0.0201  -0.0561
O  -0.1795  9.7195  7.9317  0.0189  0.1467  -0.3194
O  11.2338  4.4126  8.3777  0.1055  0.2627  -0.4836
O  4.9681  2.3161  8.2635  0.2062  -0.2082  -0.2919
O  2.1416  7.4897  8.0525  -0.0822  -0.0187  -0.2306
O  2.0642  7.7295  23.2839  -0.0361  0.0393  -0.0658
O  0.6906  10.0688  22.9388  -0.203  0.1037  0.3455
O  12.4726  4.7211  22.98  -0.2872  -0.0122  0.3295
O  9.3696  2.4279  22.8632  0.0209  -0.2239  0.4584
O  4.6428  4.6574  23.2468  0.0596  -0.0213  0.1384
O  5.7793  1.9801  23.0558  0.0694  -0.0011  0.1209
O  10.2159  1.7649  20.4912  -0.0565  -0.0189  0.1895
O  3.383  10.0021  23.0422  -0.025  0.1363  0.266
O  9.9506  7.4467  22.7653  0.1422  -0.0038  0.3683
Si  -5.437  11.6805  15.304  0.0727  -0.0939  -0.0462
Si  3.0342  4.7676  11.1228  0.0713  0.1765  0.3426
Si  9.9183  4.9083  14.0481  0.1619  0.0396  0.0228
Si  -1.1341  11.5281  16.0228  -0.0076  -0.0471  -0.1213
Si  3.5372  10.0673  10.0101  0.0203  -0.0764  0.2635
Si  8.6591  5.5293  11.2095  -0.1747  0.0105  0.273
Si  10.1771  3.5211  9.2706  -0.0189  -0.0712  0.2608
Si  2.927  7.3364  9.4476  0.2576  0.0071  0.4702
Si  5.4272  -0.6872  19.916  0.1202  -0.1535  -0.0675
Si  5.8358  5.8766  12.2072  -0.1613  -0.0205  0.0619
Si  3.029  7.4936  15.118  -0.0763  -0.0455  -0.0368
Si  0.1616  8.491  11.9449  0.1328  0.0077  0.26
Si  8.9765  6.7136  21.661  -0.0515  -0.1738  -0.1161
Si  8.9337  2.4167  21.2679  0.0753  -0.0375  -0.4305
Si  4.9784  -3.5847  20.0821  -0.0647  0.0489  -0.193
Si  8.3794  2.6974  15.2279  0.1351  0.0289  -0.019
Si  7.6202  20.2214  14.9265  0.0484  -0.0244  -0.0942
Si  13.0929  4.6772  21.4738  -0.0307  0.0564  -0.3153
Si  5.9339  6.7774  15.1361  -0.0017  -0.0986  -0.1312
Si  -0.5358  12.2186  11.2398  0.052  -0.0736  0.3964
Si  10.9232  9.7009  9.471  0.0407  0.0158  0.494
Si  1.1662  5.7293  13.2586  0.0072  -0.0004  -0.0173
Si  8.2044  5.2887  16.5415  0.036  0.0092  -0.0067
Si  0.9886  8.5099  17.4115  -0.0367  -0.0256  0.0496
Si  3.564  3.138  8.6104  0.0051  0.0217  0.2589
Si  1.9166  11.1028  12.2974  -0.1385  -0.0265  -0.0067
Si  -2.1667  4.7621  19.4188  0.1738  -0.0611  -0.1013
Si  2.0286  9.1802  22.5609  0.1816  0.0703  -0.1449
Si  3.7592  10.307  14.4777  -0.175  0.0052  -0.0029
Si  5.6264  8.1876  10.2614  -0.1415  -0.0559  0.3085
Si  1.2643  0.7527  17.6714  -0.1017  0.0335  -0.0061
Si  11.3838  2.6367  19.7415  -0.1291  0.1083  -0.187
Si  13.5884  7.4245  20.051  0.12  -0.1114  -0.1875
Si  16.215  4.6234  21.6184  -0.0156  0.2618  -0.1539
Si  8.5814  8.0823  9.4577  -0.0318  -0.1109  0.1971
Si  9.7128  -0.5685  13.1941  0.0663  -0.0649  0.0182
Si  9.6343  -2.041  17.0769  0.0406  0.0556  0.0219
Si  5.9923  1.9261  21.4521  0.0229  -0.1973  -0.1497
Si  4.1078  11.3645  17.2531  -0.1116  -0.1467  0.022
Si  7.5725  8.4002  19.4556  -0.0953  0.015  -0.1473
O  7.7214  3.7638  16.2578  -0.0477  -0.0674  0.0013
O  -0.2334  11.1536  10.0494  0.0387  -0.1008  -0.2418
O  4.4642  5.12  11.8103  -0.0187  -0.005  -0.0438
O  7.0085  9.9406  19.5751  -0.0061  0.0036  0.0662
O  11.5523  4.9775  14.0532  -0.0706  -0.055  0.0377
O  9.8115  11.6241  12.1331  0.0197  0.0471  -0.0806
O  7.0848  10.4697  15.9167  -0.0449  0.0807  0.0682
O  6.9856  8.3117  9.4023  -0.0083  0.0154  -0.1623
O  3.5923  10.3298  16.0981  0.0469  0.0453  0.0366
O  4.9152  8.8905  20.7073  0.0212  0.0593  0.0733
O  6.4295  8.2399  14.614  0.0257  0.0451  0.0196
O  3.4548  8.7372  14.1142  0.0607  0.071  -0.0843
O  1.901  4.6129  12.3003  -0.0024  0.0038  -0.0804
O  9.1324  4.5033  10.0435  0.0401  0.0116  -0.1968
O  -0.0124  8.469  10.3173  -0.0694  0.039  -0.2229
O  9.4183  1.8107  16.0902  -0.0569  0.0075  0.0554
O  8.8164  -2.4119  15.7188  -0.0124  -0.0234  -0.0013
O  9.8254  5.9878  20.4407  -0.0711  0.0851  0.2322
O  8.0911  -3.0672  20.913  0.0329  -0.0947  0.2131
O  8.8654  7.0514  10.6818  0.0123  0.0548  -0.1947
O  10.6806  3.8449  18.8539  -0.022  0.0208  0.0583
O  -4.0504  1.5842  21.1109  -0.042  -0.0076  0.1615
O  4.4165  6.8729  15.722  0.0056  0.0131  0.0522
O  8.164  9.9811  13.5433  -0.0178  -0.0082  0.0148
O  0.6018  12.4715  18.9191  0.0172  -0.0193  0.0122
O  5.1936  0.6663  20.7864  -0.0661  0.0852  0.1191
O  9.9376  -0.4405  17.178  -0.0349  0.0252  0.0682
O  2.9073  11.2097  10.9859  0.0352  -0.0296  -0.1446
O  5.0568  9.7026  10.5129  0.0618  -0.0031  -0.1069
O  3.4913  7.1132  19.45  0.0002  0.0024  0.0537
O  12.34  3.422  20.7745  0.069  0.0719  0.189
O  4.6155  10.4797  18.5165  -0.0177  0.0636  -0.0276
O  2.7177  11.2876  13.6952  0.0799  -0.0317  0.007
O  5.9979  5.797  13.8278  0.0203  0.006  0.0782
O  4.5719  7.302  9.3586  0.0027  0.0378  -0.0152
O  0.5694  7.002  12.4224  -0.0309  0.0706  -0.0618
O  5.2839  12.2805  16.5603  0.0515  0.0254  -0.0376
O  2.0421  7.9919  16.3004  0.0385  -0.002  -0.0158
O  13.6086  8.7867  20.9703  -0.0692  0.1389  0.2315
O  1.231  9.6302  12.3964  0.0029  -0.0426  -0.0143
O  9.2741  3.4004  14.0523  -0.074  -0.0471  0.0137
O  2.6463  8.7155  10.2673  -0.0856  -0.0248  -0.0478
O  5.221  10.9803  14.1541  0.0466  0.0295  0.0084
O  17.0821  3.3985  20.9509  0.0399  0.019  0.1128
O  2.2763  17.2521  14.2913  0.0814  0.0418  0.0443
O  2.4547  6.0085  10.2355  -0.0928  0.0203  -0.1587
O  8.6877  5.3852  18.1035  -0.0196  -0.0229  0.0158
O  -1.241  8.9847  12.6263  0.0105  -0.0036  -0.0185
O  0.7955  12.2851  12.1926  -0.0446  0.0007  -0.1055
O  8.7863  -2.5523  18.3727  0.023  -0.0205  -0.0262
O  3.276  3.4351  10.2101  0.0793  -0.1817  -0.4476
O  6.2731  -3.5086  19.0525  0.0212  0.0194  0.1257
O  1.3126  6.1513  20.8039  -0.0673  -0.017  0.1306
O  5.1826  6.08  21.0912  -0.0024  -0.141  0.1277
O  10.4961  10.8163  14.5584  0.0174  0.0341  0.0115
O  0.382  12.0442  16.3389  0.0218  0.0148  0.0055
O  5.8131  7.436  11.7041  0.0257  0.1206  -0.1563
O  6.9136  -4.6866  16.3194  0.0133  -0.0259  0.0723
O  -3.0234  3.7881  20.4272  -0.0482  -0.0307  0.1851
O  1.0577  7.6379  18.76  -0.0139  -0.0175  0.0981
O  8.0973  5.6149  22.5804  -0.1174  0.1247  0.1385
O  9.3108  9.5272  9.6871  -0.1094  0.0097  -0.1719
O  -0.7559  2.7234  10.546  0.0107  0.1017  -0.2694
O  3.0636  4.333  21.2467  0.0295  -0.0231  0.1446
O  7.0963  16.0727  11.4977  0.1632  0.0181  -0.1425
O  9.4568  5.5489  12.6299  -0.0575  0.0088  -0.1432
O  -2.2253  5.6384  15.4251  -0.0653  0.0106  0.0303
O  11.0834  -2.7445  16.8783  -0.0372  0.0258  -0.0181
O  12.8556  10.0671  17.8365  0.0194  0.026  0.0083
O  2.7985  12.2571  17.6291  0.0386  0.0183  -0.032
O  7.1338  1.8479  14.6097  -0.0586  0.0189  0.0017

Results
free energy: -170022.558 eV
free energy less fixed offsets of As -4856.12, O -568.88, Si -635.61 eV per atom: 1.102 eV

The program warned: the cutoff lies below the one the program advises for these potential files; the forces do not sum to zero within the program's tolerance; the exchange-correlation potential is rough where the density is thin.
